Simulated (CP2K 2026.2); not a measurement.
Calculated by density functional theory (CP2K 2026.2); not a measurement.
Periodic cell of 567 atoms, Si324O225N18, from a study of silicon, its oxide and their interface. The atomic structure is a simulated model.
Doubt: the forces sum to 0.79 eV/angstrom along one axis rather than to zero, so they err by at least 0.0014 eV/angstrom per atom on average; the grid cutoff is modest.

Settings: functional PBE; method Gaussian and plane waves; basis set DZVP-MOLOPT-SR-GTH; pseudopotentials GTH-PBE; grid cutoff 350 Ry, relative cutoff 50 Ry; k points Gamma only; occupations fixed; spin none; net charge 0.

Cell vectors (angstrom)
a	16.3356	0	0
b	0	16.3356	0
c	-1.3716	2.3436	35.5202

Atoms: element, x, y, z (angstrom)
Si	1.064	15.25	0.113
Si	3.702	1.468	0.245
Si	0.363	6.242	35.493
Si	2.407	9.286	35.486
Si	1.649	9.228	0.193
Si	4.205	11.994	0.514
Si	6.899	14.804	0.02
Si	9.136	1.546	0.154
Si	6.982	3.745	0.336
Si	8.184	8.824	35.511
Si	5.087	12.313	35.516
Si	7.791	14.971	35.508
Si	10.986	17.17	35.49
Si	13.761	3.459	35.361
Si	10.438	6.629	35.435
Si	13.268	9.639	35.443
Si	12.331	9.374	0.292
Si	13.13	14.791	35.475
Si	2.543	16.337	1.572
Si	5.362	2.582	1.5
Si	2.723	5.44	1.418
Si	5.43	8.161	1.197
Si	2.735	10.68	1.671
Si	5.445	13.668	1.499
Si	8.027	16.311	1.454
Si	10.79	2.726	1.358
Si	8.165	5.36	1.508
Si	10.722	8.083	1.338
Si	8.098	10.993	1.328
Si	10.803	13.673	1.32
Si	13.559	16.377	1.252
Si	16.281	2.788	1.123
Si	13.539	5.48	1.08
Si	16.272	8.183	1.389
Si	13.55	10.933	1.497
Si	16.255	13.511	1.211
Si	1.191	1.473	2.742
Si	4.077	4.086	2.778
Si	1.283	6.763	2.736
Si	4.17	9.351	2.863
Si	1.286	12.213	2.702
Si	4.022	14.994	2.808
Si	6.711	1.278	2.87
Si	9.533	4.041	2.846
Si	6.763	6.831	2.663
Si	9.44	9.552	2.656
Si	6.828	12.303	2.822
Si	9.502	15.014	2.749
Si	12.222	1.382	2.652
Si	14.91	4.132	2.519
Si	12.204	6.757	2.628
Si	14.988	9.585	2.777
Si	12.124	12.294	2.742
Si	14.923	14.949	2.616
Si	-0.093	16.338	4.038
Si	2.651	2.753	4.103
Si	-0.086	5.404	4.043
Si	2.702	8.066	4.142
Si	-0.015	10.906	4.145
Si	2.661	13.574	4.071
Si	5.37	16.298	4.22
Si	8.127	2.683	4.14
Si	5.441	5.465	4.089
Si	8.122	8.185	4.041
Si	5.476	10.865	4.129
Si	8.195	13.641	4.164
Si	10.885	16.372	4.074
Si	13.597	2.757	3.975
Si	10.927	5.434	4.106
Si	13.571	8.148	4.016
Si	10.814	10.88	4.07
Si	13.56	13.64	4.043
Si	1.378	15.014	10.936
Si	4.056	1.41	10.929
Si	1.388	3.994	10.852
Si	4.225	6.836	10.879
Si	1.481	9.637	10.811
Si	4.072	12.252	10.899
Si	6.899	14.961	10.83
Si	9.649	1.418	10.893
Si	6.806	4.107	10.963
Si	9.542	6.815	10.989
Si	6.814	9.552	10.867
Si	9.536	12.273	10.921
Si	12.244	14.922	10.887
Si	14.95	1.274	10.805
Si	12.219	4.143	10.826
Si	14.984	6.823	10.898
Si	12.313	9.5	10.872
Si	15.093	12.267	10.883
Si	2.69	16.43	12.323
Si	5.392	2.777	12.329
Si	2.92	5.313	12.082
Si	5.571	8.213	12.328
Si	2.744	10.938	12.358
Si	5.499	13.619	12.158
Si	8.389	16.235	12.138
Si	10.91	2.897	12.308
Si	8.138	5.461	12.382
Si	10.97	8.196	12.311
Si	8.063	10.983	12.228
Si	10.934	13.566	12.317
Si	13.642	16.249	12.206
Si	-0.048	2.603	12.154
Si	13.556	5.442	12.223
Si	0.144	8.25	12.074
Si	13.82	10.775	12.154
Si	0.053	13.655	12.331
Si	1.247	1.405	13.72
Si	4.071	4.172	13.838
Si	1.521	6.743	13.167
Si	4.203	9.566	13.665
Si	1.403	12.358	13.783
Si	4.208	15.049	13.457
Si	6.997	1.347	13.256
Si	9.577	4.292	13.838
Si	6.803	6.81	13.827
Si	9.407	9.584	13.47
Si	6.709	12.292	13.703
Si	9.542	14.861	13.779
Si	12.304	1.367	13.426
Si	14.862	3.922	13.447
Si	12.391	6.857	13.731
Si	15.233	9.518	13.593
Si	12.487	12.139	13.44
Si	14.986	14.985	13.713
Si	-0.289	16.565	15.154
Si	2.14	3.24	14.919
Si	0.067	5.381	14.31
Si	2.889	7.908	14.632
Si	-0.185	11.146	15.108
Si	3.11	13.61	14.896
Si	5.87	16.219	14.629
Si	8.339	2.497	14.784
Si	5.11	5.847	15.314
Si	8.416	8.076	15.01
Si	5.146	11.199	15.164
Si	7.769	13.816	15.146
Si	10.732	16.666	14.758
Si	13.756	2.398	14.932
Si	10.776	5.994	15.222
Si	14.389	7.701	14.789
Si	10.924	10.91	14.59
Si	13.839	13.339	14.949
Si	2.967	11.473	25.24
Si	12.073	5.889	30.495
Si	13.427	15.604	30.162
Si	3.253	6.908	17.492
Si	13.598	8.708	17.544
Si	1.974	2.517	20.37
Si	8.161	17.369	28.126
Si	12.302	13.939	17.642
Si	5.524	3.097	30.261
Si	7.964	8.727	17.858
Si	11.364	6.543	20.659
Si	-0.316	16.678	20.335
Si	8.926	6.014	18.902
Si	6.529	15.441	17.436
Si	12.887	9.92	23.422
Si	13.864	7.269	19.897
Si	10.673	8.707	16.752
Si	12.506	1.975	29.376
Si	1.318	10.486	20.407
Si	5.839	10.802	24.916
Si	6.692	8.474	26.568
Si	10.716	17.411	17.512
Si	-0.684	9.472	22.238
Si	0.858	11.86	22.95
Si	5.013	4.483	17.974
Si	11.729	3.678	17.119
Si	0.582	15.026	17.903
Si	13.012	14.283	20.462
Si	-0.528	6.616	32.653
Si	6.089	1.925	16.74
Si	9.917	12.749	16.666
Si	2.388	14.415	20.191
Si	6.667	13.792	25.599
Si	3.482	9.342	18.894
Si	13.048	8.885	29.963
Si	0.421	5.863	29.875
Si	2.292	15.874	27.687
Si	0.341	3.844	22.309
Si	11.861	6.402	17.949
Si	10.575	12.457	31.269
Si	14.247	2.633	21.198
Si	5.809	10.882	18.307
Si	4.895	3.637	25.223
Si	-0.308	14.134	21.47
Si	3.707	14.405	25.492
Si	13.659	11.345	18.627
Si	1.554	9.267	16.823
Si	2.839	2.468	23.133
Si	10.989	10.924	28.825
Si	7.343	17.354	31.165
Si	10.071	17.782	24.468
Si	10.063	5.283	32.703
Si	7.658	12.933	18.216
Si	14.385	9.248	32.465
Si	5.367	5.872	27.17
Si	-0.092	11.302	31.119
Si	9.686	13.612	33.567
Si	2.629	12.317	31.742
Si	14.253	6.975	25.33
Si	11.256	13.871	28.858
Si	6.774	2.878	20.05
Si	3.414	15.348	17.502
Si	9.432	15.136	18.361
Si	11.184	16.382	20.238
Si	-0.819	6.686	22.542
Si	7.383	2.094	25.471
Si	11.964	11.405	20.924
Si	2.579	5.046	28.195
Si	0.392	6.679	27.049
Si	7.659	4.975	29.08
Si	6.102	16.322	21.289
Si	0.22	13.187	33.184
Si	5.174	13.883	19.385
Si	11.036	18.088	27.1
Si	3.732	2.36	27.835
Si	9.442	9.285	26.704
Si	12.402	13.997	32.691
Si	3.441	15.921	22.812
Si	4.662	5.13	32.151
Si	6.659	14.311	30.611
Si	9.817	10.852	18.772
Si	15.098	3.117	30.051
Si	6.618	9.159	32.744
Si	0.047	16.685	29.574
Si	14.019	4.197	32.45
Si	3.292	2.171	17.536
Si	0.241	11.867	17.952
Si	-1.09	10.235	28.568
Si	8.622	4.469	21.576
Si	14.605	10.134	25.776
Si	3.755	14.694	29.971
Si	8.328	14.364	28.086
Si	11.434	7.635	25.166
Si	1.107	15.781	33.86
Si	9.413	6.778	23.093
Si	11.071	2.505	21.863
Si	7.796	16.016	23.796
Si	0.961	9.651	26.584
Si	2.578	16.855	31.576
Si	13.088	4.599	19.64
Si	10.689	4.015	28.677
Si	5.654	11.903	32.45
Si	8.661	3.257	17.607
Si	7.875	8.993	24.204
Si	3.869	2.52	33.473
Si	4.058	7.6	33.492
Si	7.488	6.513	31.637
Si	9.281	2.402	33.315
Si	1.319	14.99	5.391
Si	4.02	1.39	5.486
Si	1.304	4.1	5.46
Si	4.073	6.75	5.505
Si	1.37	9.516	5.454
Si	4.064	12.236	5.433
Si	6.795	14.963	5.524
Si	9.518	1.354	5.476
Si	6.795	4.1	5.453
Si	9.529	6.827	5.394
Si	6.835	9.521	5.477
Si	9.528	12.245	5.497
Si	12.242	14.997	5.43
Si	14.919	1.379	5.393
Si	12.274	4.071	5.439
Si	14.933	6.802	5.416
Si	12.226	9.522	5.393
Si	14.918	12.269	5.43
Si	2.691	16.308	6.797
Si	5.428	2.746	6.821
Si	2.694	5.423	6.854
Si	5.468	8.151	6.805
Si	2.729	10.884	6.801
Si	5.424	13.588	6.838
Si	8.165	16.343	6.857
Si	10.886	2.731	6.809
Si	8.19	5.458	6.774
Si	10.88	8.181	6.778
Si	8.178	10.871	6.851
Si	10.919	13.621	6.817
Si	13.604	16.351	6.785
Si	-0.04	2.705	6.791
Si	13.613	5.432	6.812
Si	-0.006	8.151	6.797
Si	13.59	10.875	6.784
Si	-0.029	13.63	6.758
Si	1.335	1.327	8.13
Si	4.092	4.094	8.203
Si	1.364	6.817	8.207
Si	4.106	9.52	8.134
Si	1.381	12.308	8.109
Si	4.083	14.991	8.193
Si	6.796	1.39	8.202
Si	9.506	4.093	8.169
Si	6.873	6.822	8.158
Si	9.566	9.53	8.199
Si	6.798	12.223	8.185
Si	9.565	14.992	8.18
Si	12.268	1.374	8.14
Si	14.98	4.083	8.185
Si	12.228	6.806	8.134
Si	14.985	9.536	8.152
Si	12.263	12.234	8.182
Si	14.958	14.958	8.143
Si	0.004	16.288	9.491
Si	2.717	2.672	9.475
Si	0.016	5.432	9.564
Si	2.797	8.175	9.529
Si	0.067	10.937	9.459
Si	2.718	13.637	9.55
Si	5.451	16.358	9.576
Si	8.171	2.729	9.583
Si	5.533	5.466	9.511
Si	8.216	8.177	9.568
Si	5.411	10.873	9.531
Si	8.21	13.589	9.483
Si	10.961	16.36	9.527
Si	13.596	2.725	9.526
Si	10.84	5.484	9.511
Si	13.622	8.138	9.487
Si	10.913	10.891	9.576
Si	13.64	13.577	9.541
O	13.328	14.01	34.031
O	14.889	1.357	15.542
O	10.649	10.826	20.16
O	8.548	5.821	32.636
O	2.576	3.442	28.111
N	10.295	2.725	17.273
N	7.791	14.638	18.373
N	6.742	15.133	15.728
O	4.884	16.449	22.336
O	12.957	14.754	18.881
O	0.325	15.894	16.532
O	10.337	11.184	30.305
O	5.308	14.383	29.72
O	4.262	10.786	24.545
O	6.762	10.089	23.768
O	13.198	14.824	31.557
O	3.897	13.405	35.196
O	10.177	12.609	34.713
O	-1.122	5.155	32.94
O	3.633	6.367	32.482
N	7.573	2.752	16.342
O	1.607	5.596	27.004
O	15.034	15.788	29.848
O	3.707	16.15	30.677
O	12.847	2.993	16.162
O	4.881	17.799	34.179
O	0.001	8.078	22.721
O	7.322	9.309	34.206
O	12.626	7.35	30.138
O	-0.868	11.36	29.702
O	5.578	10.79	16.692
O	0.055	13.267	22.786
O	-0.269	10.733	23.13
O	5.746	11.997	34.063
O	8.616	11.927	19.071
O	2.692	2.841	34.516
O	0.003	14.778	33.248
O	8.451	17.838	32.247
O	15.268	3.018	22.401
O	6.172	1.389	20.419
O	6.324	13.209	31.757
O	13.176	9.579	31.432
O	3.722	13.468	20.01
O	4.074	11.668	32.079
O	15.415	6.45	15.042
O	1.7	15.118	35.179
O	14.71	2.967	31.636
O	12.143	16.061	35.127
O	2.677	15.365	21.488
O	14.057	9.302	22.465
O	12.048	13.032	20.867
O	8.417	14.44	34.088
O	6.699	5.047	35.205
O	1.168	16.752	30.765
O	14.925	2.344	35.141
O	12.006	10.887	22.464
O	12.82	17.102	30.391
O	1.08	4.465	15.214
O	-0.257	15.737	21.666
O	10.653	13.787	30.352
O	14.511	13.855	20.932
O	1.286	10.426	35.084
O	13.462	10.282	17.461
O	5.811	4.081	19.379
O	3.39	12.872	25.92
O	10.51	17.52	21.139
O	6.091	5.852	32.072
O	2.716	2.645	18.968
O	8.237	3.075	34.348
O	4.959	5.184	25.744
O	-0.367	18.242	29.452
O	3.619	5.392	18.096
O	12.279	3.636	18.645
O	6.957	17.058	24.721
O	-0.497	4.529	29.837
O	13.242	10.838	20.105
O	1.744	7.671	17.459
O	10.756	5.953	31.416
O	0.765	16.116	28.215
O	5.587	7.477	27.162
O	10.397	6.893	21.846
O	9.471	1.337	14.966
N	4.822	2.897	17.358
O	11.138	2.808	29.715
O	14.451	6.612	23.761
O	0.184	7.014	34.049
O	7.467	8.112	31.857
O	-0.357	12.441	34.486
O	15.16	11.839	18.702
N	3.785	6.931	15.823
N	10.587	6.381	19.127
O	11.616	17.124	18.839
O	7.547	8.66	16.283
O	0.413	9.873	28.09
O	13.243	3.776	33.817
O	1.419	5.032	35.171
O	10.055	15.272	19.856
O	5.086	8.638	32.817
O	11.12	17.451	25.641
O	14.458	8.244	16.308
O	10.799	5.816	34.054
O	2.28	2.712	16.436
O	8.576	5.398	22.913
O	9.352	7.788	35.002
O	9.923	10.485	27.682
O	7.006	9.803	18.585
O	-0.122	9.796	20.745
O	11.3	9.832	15.764
N	8.208	12.822	16.563
O	5.323	1.154	15.531
O	0.378	6.581	31.315
O	7.614	13.529	26.897
N	9.862	7.417	15.809
O	10.936	2.291	23.436
O	7.314	1.96	27.094
O	-0.606	10.042	32.01
O	14.497	8.966	29.238
O	12.469	7.741	20.603
O	1.968	5.482	29.619
O	2.366	15.975	32.899
O	1.818	12.842	33.056
O	13.053	14.066	16.204
O	9.136	4.437	28.722
O	8.425	5.467	20.325
O	0.402	17.169	34.223
O	1.745	11.4	21.67
O	1.549	11.313	31.011
O	9.723	17.521	27.836
O	12.659	12.478	18.177
N	0.396	10.623	16.712
O	2.362	10.395	26.297
N	11.501	5.311	16.667
O	14.421	8.417	18.925
O	1.392	3.182	23.356
O	10.923	14.587	33.123
O	12.202	5.148	20.914
O	3.425	16.939	17.306
O	8.543	8.152	23.014
O	3.07	17.257	27.864
N	4.976	14.836	17.97
O	10.323	17.784	34.117
O	4.094	5.601	28.125
O	7.835	13.874	29.566
N	13.352	6.034	18.78
O	4.841	6.884	34.688
O	12.678	6.692	25.634
O	2.578	15.36	26.18
O	4.071	7.874	18.538
O	12.024	9.71	29.033
N	12.055	7.997	17.441
O	8.017	2.702	19.002
N	2.162	15.101	18.638
O	12.337	17.619	27.919
O	5.985	18.264	31.31
O	0.134	5.401	22.643
O	14.005	9.512	33.999
O	12.582	14.824	28.971
O	7.02	15.759	31.283
O	-0.538	12.663	31.867
O	13.693	3.061	29.261
O	14.948	12.235	15.489
O	0.923	13.746	20.465
O	4.378	2.659	26.397
O	9.371	16.43	23.914
O	0.982	3.728	20.809
O	10.287	6.742	24.448
O	7.38	3.431	21.464
O	12.368	15.644	21.095
O	8.909	2.42	25.049
O	6.762	5.27	27.757
O	2.963	13.597	30.831
O	2.98	14.727	28.574
O	1.737	8.922	15.268
O	2.402	9.321	20.098
O	9.335	12.667	32.288
O	4.608	3.955	33.27
O	7.943	7.251	18.525
O	11.964	8.763	24.097
O	2.847	8.484	34.111
O	10.055	3.706	21.463
O	7.759	15.847	27.827
O	7.908	17.659	29.679
O	4.046	12.381	15.423
N	6.106	12.513	18.784
O	4.489	4.24	30.796
O	6.659	16.066	35.043
O	-0.025	6.808	28.623
O	7.112	7.878	25.114
O	6.429	3.256	24.924
O	4.868	2.415	28.97
O	1.849	11.913	24.184
O	7.498	14.558	24.427
O	13.609	10.746	24.653
O	-0.13	10.334	25.597
O	11.644	5.257	29.066
O	-0.416	15.726	19.011
O	14.862	6.747	21.05
O	8.108	8.608	27.386
O	10.53	11.558	17.535
O	12.059	10.704	35.141
O	3.163	18.282	32.106
O	6.527	10.606	32.028
O	10.978	3.389	27.198
N	10.569	14.146	17.449
O	4.628	10.385	19.271
O	14.341	10.698	27.285
O	11.458	16.706	16.248
O	13.114	5.008	31.375
O	2.758	17.223	23.526
O	8.749	4.877	17.749
O	6.059	9.955	26.305
O	11.659	12.352	28.392
O	6.523	17.029	17.718
O	2.849	14.594	16.176
O	8.967	9.734	25.194
O	1.011	8.041	26.408
O	0.373	13.441	17.518
O	7.789	6.259	30.063
O	7.416	16.127	22.226
O	11.998	12.503	32.111
O	9.323	16.622	17.722
O	5.278	14.607	25.913
O	10.078	3.655	32.634
O	14.413	8.536	25.699
O	3.121	2.469	21.524
O	2.85	9.938	17.514
O	14.707	17.604	20.473
O	6.905	3.835	29.909
O	6.298	12.326	25.053
O	5.77	5.316	16.756
O	1.043	17.534	20.309
O	12.674	2.591	21.583
O	3.563	14.718	23.897
O	3.955	3.333	23.936
N	9.561	9.324	17.977
O	10.381	12.369	15.18
O	1.283	11.422	19.1
O	5.88	14.933	20.449
O	14.629	7.66	32.349
O	9.964	14.345	27.968
O	14.406	3.851	20.141
O	10.724	8.307	26.469
O	-0.934	6.224	26.208

Results
total energy: -138190.600 eV
total energy less fixed offsets of N -271.95, O -438.35, Si -107.03 eV per atom: 10.970 eV

Forces (eV/angstrom) on atoms 132 to 484 of the 567, counted in the order above; the others are left out for length: element, x, y, z
Si	-0.275	0.08	-0.683
Si	0.069	-0.205	-0.577
Si	-0.237	0.393	-0.384
Si	0.115	-0.109	-0.533
Si	-0.021	-0.135	-0.516
Si	0.265	-0.279	-0.615
Si	0.03	0.019	-0.438
Si	0.196	-0.543	-0.524
Si	0.022	0.127	-0.632
Si	0.023	-0.205	-0.424
Si	-0.48	0.146	-0.648
Si	-0.004	-0.188	-0.591
Si	-0.083	0.168	-0.584
Si	0.047	-0.033	0.031
Si	0.071	-0.119	0.049
Si	0.024	-0.079	-0.139
Si	-0.174	-0.127	-0.19
Si	-0.12	-0.161	0.039
Si	-0.031	0.004	0.083
Si	-0.035	0.055	-0.056
Si	0.001	0.249	0.03
Si	-0.077	0.056	0.087
Si	0.066	-0.11	0.005
Si	0.004	-0.039	-0.223
Si	0.056	0.06	-0.066
Si	0.281	0.023	-0.061
Si	0.037	0.001	-0.036
Si	-0.01	-0.024	0.063
Si	-0.104	-0.18	0.037
Si	-0.282	-0.166	0.031
Si	-0.079	0.026	0.024
Si	-0.133	-0.062	0.12
Si	0.024	-0.074	0.092
Si	0.007	0.01	0.066
Si	0.026	0.136	0.077
Si	0.025	0.086	-0.028
Si	0.007	0.059	-0.133
Si	-0.023	0.151	0.148
Si	-0.192	0.214	-0.155
Si	0.008	0.04	0.129
Si	0.076	-0.038	0.071
Si	0.061	-0.012	0.051
Si	0.207	0.183	-0.023
Si	-0.295	0.225	0.005
Si	0.09	0.035	0.002
Si	-0.032	0.155	0.102
Si	0.001	-0.16	0.066
Si	-0.055	0.062	0.025
Si	-0.109	-0.008	0.007
Si	-0.118	-0.002	-0.077
Si	0.019	-0.086	-0.039
Si	0.049	-0.235	0.18
Si	0.099	-0.11	-0.011
Si	-0.008	-0.061	0.182
Si	-0.071	0.098	-0.034
Si	-0.112	0.036	0.011
Si	-0.054	0.027	0.047
Si	0.092	0.098	-0.051
Si	0.087	-0.036	0.159
Si	-0.371	-0.003	0.161
Si	0.07	-0.024	0.037
Si	-0.019	0.106	0.004
Si	-0.059	-0.097	-0.012
Si	-0.215	-0.115	-0.078
Si	0.038	-0.042	0.077
Si	-0.038	0.086	0.041
Si	-0.028	0.116	-0.002
Si	0.06	-0.133	-0.088
Si	0.095	-0.063	-0.039
Si	0.081	0.088	-0.1
Si	0.008	-0.049	-0.015
Si	0.086	-0.044	0.024
Si	0.019	0.1	-0.051
Si	-0.175	-0.066	0.056
Si	0.145	-0.207	0.304
Si	-0.103	-0.03	0.037
Si	0.138	-0.01	0.005
Si	-0.059	0.015	0.026
Si	0.018	-0.125	0.07
Si	0.017	0.059	0.054
Si	-0.002	0.084	-0.16
Si	-0.011	0.001	0.043
Si	-0.057	0.089	-0.066
Si	0.044	0.03	-0.173
Si	0.185	0.01	-0.03
Si	-0.075	-0.116	0.124
Si	-0.042	0.107	-0.062
Si	0.033	0.088	-0.034
Si	-0.062	-0.027	-0.059
Si	-0.107	-0.039	-0.021
Si	-0.05	-0.088	0.016
Si	-0.135	0.003	-0.14
Si	0.078	0.045	-0.048
Si	-0.031	-0.252	0.155
Si	0.069	-0.019	0.142
Si	0.023	-0.049	0.091
Si	-0.001	-0.084	0.056
Si	-0.147	-0.092	-0.006
Si	0.156	-0.031	0.2
Si	0.004	-0.114	-0.231
Si	-0.044	0.015	-0.145
Si	-0.005	-0.103	0.032
Si	-0.05	0.092	0.002
Si	0.048	-0.027	0.11
Si	0.139	-0.034	0.094
Si	0.076	0.123	-0.062
Si	-0.007	0.038	-0.117
Si	-0.147	-0.085	0.15
Si	-0.014	0.093	-0.084
Si	-0.049	0.041	0.024
Si	-0.006	0.003	-0.116
Si	-0.124	0.104	-0.122
Si	-0.024	0.222	-0.04
Si	-0.008	-0.102	0.024
Si	-0.102	0.15	-0.108
Si	0.131	0.041	0.049
Si	0.077	0.041	-0.003
Si	0.067	-0.076	-0.147
Si	-0.143	-0.053	-0.113
Si	0.047	-0.057	-0.108
Si	0.032	0.01	-0.093
Si	-0.006	0.019	-0.002
Si	-0.003	0.013	0.013
Si	-0.004	0.007	0.01
Si	-0.012	0.012	0.011
Si	-0.003	0.024	0.004
Si	0.014	-0.004	0.008
Si	0.008	0.004	0.014
Si	-0.003	0.025	0.01
Si	-0.025	0.008	0.017
Si	0.009	0.007	-0.002
Si	-0.002	-0.007	0.006
Si	-0.001	0.004	0.017
Si	-0.005	-0.002	0.012
Si	-0.004	-0.012	0.002
Si	0.006	-0.019	0.013
Si	0.014	0.008	0.015
Si	0.004	0.001	0.001
Si	0.009	0.021	0.009
Si	0.003	-0.002	0.001
Si	-0.009	0.004	0.016
Si	0.011	0.001	0.005
Si	-0.015	0.005	0.006
Si	0.002	-0.004	0.01
Si	-0.003	-0.016	0.02
Si	-0.01	-0.007	-0.001
Si	-0.006	-0.014	0.01
Si	0.003	-0.009	0.005
Si	-0.008	0.001	-0.003
Si	0.005	-0.008	0.016
Si	0.018	-0.002	0.017
Si	0.007	0.026	0.01
Si	0.012	-0.017	-0.003
Si	-0.003	-0.014	0.008
Si	0.01	-0.012	0
Si	-0.011	0	0.007
Si	-0.013	-0.012	0.002
Si	0	0.001	-0.012
Si	-0.014	-0.001	0.013
Si	0.003	0.012	-0.009
Si	-0.005	0.012	0.012
Si	0.01	-0.008	-0.009
Si	-0.003	-0.001	-0.003
Si	0.021	0.002	-0.007
Si	0.019	-0.009	-0.009
Si	0.011	0.019	0
Si	0.018	0.002	-0.004
Si	-0.027	-0.017	0.005
Si	-0.002	0.008	-0.002
Si	0.002	-0.017	-0.011
Si	-0.008	-0.011	-0.006
Si	-0.016	0.004	-0.011
Si	0.009	0.009	-0.005
Si	-0.01	0.017	-0.01
Si	0.02	0.012	-0.008
Si	0.004	-0.001	-0.006
Si	0	-0.011	-0.019
Si	0.032	-0.001	-0.015
Si	0.008	-0.002	0
Si	-0.012	0.025	-0.017
Si	-0.011	-0.018	0
Si	-0.02	-0.001	0.011
Si	-0.033	0.02	-0.006
Si	-0.028	-0.011	0.008
Si	0.025	-0.005	0.003
Si	0.011	-0.01	-0.006
Si	0.031	0.025	0
Si	-0.007	0.035	-0.027
Si	0.008	-0.021	-0.013
Si	-0.027	0	0.016
Si	0.011	-0.004	-0.001
Si	-0.018	-0.005	-0.03
Si	-0.008	-0.004	-0.011
O	0.289	-0.57	-0.149
O	-0.033	0.118	0.047
O	-0.384	-0.194	0.29
O	-0.41	-0.213	0.271
O	-0.547	-0.135	0.117
N	-0.092	0.072	-0.151
N	-0.182	0.158	0.178
N	0.018	-0.006	-0.118
O	0.126	0.311	0.43
O	0.353	0.723	-0.317
O	-0.005	-0.012	0.048
O	-0.548	-0.397	0.317
O	0.162	-0.094	-0.289
O	-0.24	-0.075	-0.334
O	-0.298	-0.003	-0.682
O	0.209	0.165	0.23
O	0.063	-0.06	-0.58
O	-0.331	-0.236	0.21
O	0.436	-0.236	0.485
O	-0.587	0.066	-0.36
N	-0.151	0.212	-0.1
O	-0.087	-0.009	-0.326
O	0.027	-0.383	-0.152
O	0.497	0.342	0.175
O	-0.107	0.17	0.015
O	0.197	-0.001	-0.092
O	0.395	-0.135	0.15
O	0.043	0.423	0.029
O	0.007	-0.053	0.128
O	-0.302	0.481	-0.004
O	-0.059	-0.077	-0.205
O	-0.203	-0.012	0.667
O	-0.48	-0.029	0.558
O	0.384	0.008	-0.069
O	-0.121	0.053	0.457
O	-0.449	-0.211	-0.055
O	-0.766	0.332	-0.405
O	0.128	-0.029	0.213
O	-0.04	-0.235	0.474
O	-0.038	-0.029	-0.004
O	0.37	0.194	0.152
O	-0.518	0.215	0.064
O	0.139	-0.304	-0.067
O	-0.108	-0.559	0.131
O	-0.052	-0.143	0.394
O	-0.151	-0.064	0.111
O	-0.017	-0.65	0.452
O	0.122	0.112	-0.194
O	-0.447	0.233	-0.024
O	-0.219	-0.247	-0.44
O	-0.514	0.198	0.361
O	-0.289	-0.041	-0.283
O	0.143	0.021	-0.539
O	0.063	-0.045	0.394
O	-0.028	-0.142	-0.113
O	-0.517	0.26	0.149
O	-0.148	0.099	0.557
O	0.018	0.206	0.368
O	0.264	0.106	0.541
O	-0.26	0.556	0.151
O	-0.053	-0.185	0.139
O	-0.098	-0.23	-0.399
O	-0.337	0.09	-0.65
O	-0.236	0.444	0.299
O	0.134	-0.121	0.58
O	-0.658	-0.049	0.045
O	-0.064	0.138	0.48
O	0.072	0.178	-0.083
O	-0.334	-0.087	-0.011
O	-0.093	0.38	-0.346
O	0.14	0.269	-0.143
O	-0.175	-0.262	0.106
O	0.002	-0.489	0.333
O	-0.51	-0.312	0.245
O	0.088	-0.041	-0.337
O	0.532	-0.233	0.039
O	-0.555	-0.105	0.087
O	-0.183	0.449	-0.217
O	-0.237	-0.091	-0.22
O	-0.384	0.417	0.53
O	-0.152	0.137	-0.235
O	-0.197	-0.135	0.301
N	0.084	-0.023	-0.183
O	-0.45	-0.082	0.728
O	-0.235	-0.407	-0.095
O	0.34	0.454	-0.165
O	0.223	0.37	-0.475
O	-0.557	0.082	-0.031
O	0.155	0.352	0.181
N	-0.009	0	-0.043
N	-0.14	-0.082	-0.18
O	0.448	0.385	0.019
O	-0.585	0.063	0.036
O	0.472	-0.197	0.402
O	-0.482	-0.159	-0.028
O	0.221	0.124	-0.364
O	-0.329	-0.503	0.22
O	-0.058	0.158	-0.493
O	0.446	-0.522	-0.189
O	0.324	-0.124	0.146
O	0.257	-0.108	-0.209
O	-0.531	-0.131	0.169
O	-0.499	-0.01	0.332
O	0.198	-0.057	-0.423
O	-0.331	0.425	0.072
O	0.211	0.118	0.502
O	-0.287	-0.202	-0.379
O	0.45	-0.131	0.211
N	0.027	-0.306	-0.111
O	-0.389	0.265	-0.281
O	0.622	0.204	-0.037
O	0.238	-0.559	0.171
N	-0.011	0.079	0.064
O	0.195	0.487	0.121
O	-0.622	0.283	0.318
O	0.249	-0.348	0.168
O	0.358	-0.399	-0.15
O	0.051	0.632	0.406
O	0.485	-0.027	0.619
O	0.648	-0.523	0.087
O	0.14	-0.14	0.536
O	0.099	0.592	0.04
O	-0.104	0.016	-0.162
O	-0.5	0.173	0.142
O	-0.226	0.241	-0.574
O	0.381	0.007	-0.104
O	0.082	-0.36	-0.211
O	0.158	-0.329	0.08
O	-0.347	-0.032	-0.192
N	-0.009	-0.051	0.108
O	0.481	-0.007	0.469
N	0.108	-0.011	-0.094
O	0.402	0.088	0.243
O	-0.165	-0.185	0.382
O	-0.163	0.752	0.16
O	0.167	-0.395	0.509
O	0.002	0.082	-0.475
O	0.058	0.257	-0.691
O	0.254	-0.061	0.375
N	0.09	-0.038	-0.092
O	0.258	-0.028	-0.246
O	0.202	0.157	0.701
O	0.271	-0.51	0.124
N	0.362	-0.074	-0.411
O	0.164	0.047	0.102
O	-0.085	-0.387	0.089
O	-0.447	0.035	-0.33
O	0.404	-0.23	0.227
O	-0.015	-0.111	-0.344
N	0.054	0.045	-0.008
O	0.387	-0.33	0.248
N	-0.007	0.093	0.03
O	0.535	-0.534	-0.359
O	-0.285	-0.168	0.401
O	0.526	0.215	-0.029
O	0.184	-0.072	0.058
O	0.19	0.221	-0.615
O	0.215	-0.017	0.596
O	-0.645	0.26	-0.413
O	-0.157	0.285	-0.273
